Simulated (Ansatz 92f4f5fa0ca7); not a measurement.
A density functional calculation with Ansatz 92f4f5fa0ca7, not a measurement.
Periodic cell of 226 atoms, Si134O92, from a study of silicon, its oxide and their interface. The atomic structure is a simulated model.
Doubt: the cutoff is far below the 930 eV that the study's wrapper takes by default for these files, so forces and energies are approximate.
This geometry differs little from another in the collection (a relaxation step or a small displacement).

Settings: functional PBE; potential files Ansatz PAW; basis plane waves; wave-function cutoff 580 eV; density cutoff ratio 5; exchange-correlation grid ratio 1; k mesh 1 x 1 x 1, Gamma-centred; self-consistency stop 5e-08 eV per atom in the density residual; occupations fixed; spin none; net charge 0.

Cell vectors (angstrom)
a	10.938	0	0
b	0	10.938	0
c	0	0	32.8351

Atoms: element, x, y, z (angstrom)
Si	0.0985	-0.2986	25.5512
Si	5.9881	-0.4731	25.3409
Si	2.776	2.7152	25.1284
Si	7.9944	3.3815	25.015
Si	-0.5009	6.1983	25.3923
Si	5.3874	5.2257	25.2957
Si	2.6281	8.6589	25.4319
Si	8.1412	8.2586	25.8802
Si	1.2695	1.489	26.5543
Si	6.9893	1.4572	26.3493
Si	4.0829	3.9279	26.7131
Si	9.4967	4.3455	26.5928
Si	1.4273	6.9295	26.5858
Si	6.5796	6.7874	26.7319
Si	4.2004	9.7275	26.7957
Si	9.6077	9.585	27.0547
Si	2.6832	0.135	28.0244
Si	8.1547	0.1323	28.0554
Si	-0.0802	2.8417	27.971
Si	5.5592	2.6387	27.9858
Si	2.7231	5.442	27.9869
Si	8.0946	5.5256	28.0666
Si	0.0982	8.1424	28.1505
Si	5.3908	8.2317	28.1233
Si	4.1018	1.3673	29.4169
Si	9.5708	1.3673	29.4169
Si	1.3673	4.1018	29.4169
Si	6.8362	4.1018	29.4169
Si	4.1018	6.8362	29.4169
Si	9.5708	6.8362	29.4169
Si	1.3673	9.5708	29.4169
Si	6.8362	9.5708	29.4169
Si	0	0	30.7841
Si	5.469	0	30.7841
Si	2.7345	2.7345	30.7841
Si	8.2035	2.7345	30.7841
Si	0	5.469	30.7841
Si	5.469	5.469	30.7841
Si	2.7345	8.2035	30.7841
Si	8.2035	8.2035	30.7841
Si	1.3673	1.3673	32.1514
Si	6.8362	1.3673	32.1514
Si	4.1018	4.1018	32.1514
Si	9.5708	4.1018	32.1514
Si	1.3673	6.8362	32.1514
Si	6.8362	6.8362	32.1514
Si	4.1018	9.5708	32.1514
Si	9.5708	9.5708	32.1514
Si	2.7345	0	0.6835
Si	8.2035	0	0.6835
Si	0	2.7345	0.6835
Si	5.469	2.7345	0.6835
Si	2.7345	5.469	0.6835
Si	8.2035	5.469	0.6835
Si	0	8.2035	0.6835
Si	5.469	8.2035	0.6835
Si	4.1018	1.3673	2.0507
Si	9.5708	1.3673	2.0507
Si	1.3673	4.1018	2.0507
Si	6.8362	4.1018	2.0507
Si	4.1018	6.8362	2.0507
Si	9.5708	6.8362	2.0507
Si	1.3673	9.5708	2.0507
Si	6.8362	9.5708	2.0507
Si	0	0	3.418
Si	5.469	0	3.418
Si	2.7345	2.7345	3.418
Si	8.2035	2.7345	3.418
Si	0	5.469	3.418
Si	5.469	5.469	3.418
Si	2.7345	8.2035	3.418
Si	8.2035	8.2035	3.418
Si	1.3453	1.362	4.7832
Si	6.8745	1.4055	4.7293
Si	4.1904	4.0298	4.8294
Si	9.551	4.0731	4.7618
Si	1.4447	6.761	4.8361
Si	6.828	6.8526	4.7749
Si	4.1214	9.4992	4.805
Si	9.591	9.4898	4.7787
Si	2.7085	-0.0649	6.0887
Si	8.1244	-0.0638	5.9953
Si	-0.1162	2.6598	6.1498
Si	5.6493	2.7382	6.2509
Si	2.7797	5.2783	6.2549
Si	8.212	5.4991	6.0883
Si	0.0126	8.085	6.1921
Si	5.4877	8.1178	6.2599
Si	4.3789	1.0848	7.2564
Si	9.6408	1.0076	7.4027
Si	1.1148	4.0862	7.5215
Si	6.8557	4.3669	7.6459
Si	4.2114	6.6048	7.6036
Si	9.8694	6.4312	7.4879
Si	1.0747	9.7291	7.4459
Si	6.5806	9.8595	7.443
O	5.5568	5.6532	8.4688
O	-0.0053	0.0054	7.4367
O	3.6582	12.9501	8.3708
O	5.0529	7.3221	10.6602
O	1.3483	9.651	25.0675
O	6.6377	4.2941	24.7329
O	7.2188	9.3729	25.07
O	-0.1013	7.118	21.3557
O	7.4216	9.8891	8.8451
O	0.0861	5.3175	7.9099
O	1.1763	9.2522	9.0397
O	7.8889	4.2698	8.9451
O	9.1481	6.6816	8.9687
O	5.1264	-0.3175	7.6838
O	3.3007	7.209	8.8609
O	9.1123	1.1229	8.938
O	5.312	-0.4819	23.8439
O	8.7437	3.406	23.5218
O	10.8069	5.8996	23.8517
O	4.3846	5.6572	24.0197
O	9.2319	7.305	25.0799
O	3.4878	1.6731	24.0248
O	3.4653	8.4181	24.0142
O	10.1422	0.0358	24.192
Si	10.5489	2.393	13.8634
Si	2.5075	13.0654	9.4837
Si	7.0917	8.287	14.2261
Si	9.4713	1.6885	20.3385
Si	2.0895	6.0385	12.391
Si	-0.686	5.0124	12.5254
Si	9.9378	6.0026	17.9195
Si	4.3128	-1.5003	23.0399
Si	1.1542	8.3259	18.1996
Si	6.1465	3.7552	15.7761
Si	5.8205	-2.5042	20.4976
Si	14.6838	3.8212	11.5258
Si	7.6541	0.5064	9.5447
Si	5.6923	5.8984	10.2135
Si	-0.1409	8.6793	20.8512
Si	3.2488	3.3201	20.6433
Si	9.0417	4.0462	22.0311
Si	8.529	5.4826	9.9035
Si	7.4906	-0.8104	16.5198
Si	3.6205	-6.5778	14.3747
Si	8.1971	-0.9344	19.5001
Si	8.1319	-0.6595	12.5195
Si	1.6388	2.4396	16.0468
Si	11.2481	10.4501	13.0701
Si	4.8413	9.0288	15.8507
Si	-0.0897	0.1295	22.7196
Si	8.4613	5.6599	15.122
Si	1.8729	10.1846	15.7304
Si	13.7593	11.9684	22.6474
Si	1.8211	-0.8084	10.2749
Si	0.3852	5.896	22.3299
Si	3.1368	4.9951	23.1584
Si	4.0959	7.2437	18.2092
Si	0.7399	3.4113	18.8577
Si	18.5936	12.3524	14.6699
Si	-3.3427	5.7932	20.1476
Si	3.5401	-3.0649	10.3783
Si	5.3003	-6.6385	18.6774
O	8.6323	2.9612	20.8846
O	7.9678	-1.8581	15.3665
O	11.1699	9.5784	22.1558
O	12.1658	11.984	22.9418
O	4.3733	3.2474	19.4877
O	1.7514	11.6678	9.7684
O	14.2416	2.4406	10.8533
O	-5.8056	8.5504	21.9655
O	5.0201	4.5699	10.8227
O	9.3168	9.0949	20.2763
O	7.6039	-6.4933	15.7456
O	1.0165	9.7811	14.3905
O	1.5089	3.3122	8.9428
O	1.0601	9.9808	11.6969
O	9.5448	4.984	11.0532
O	-2.4071	0.6637	19.5085
O	6.4795	1.5202	9.2392
O	6.7921	-3.7848	20.4532
O	5.7228	3.5062	17.3229
O	3.2814	-0.4857	22.3061
O	-1.2534	10.0569	12.995
O	8.1332	-1.3303	17.919
O	-7.5492	9.6482	15.5546
O	3.1015	1.8373	21.2758
O	-7.5874	-1.4441	10.3806
O	6.6141	4.6459	19.5564
O	2.7468	14.3516	15.3563
O	-3.7182	6.0703	10.6657
O	10.8935	3.5414	12.7621
O	8.0281	0.6797	16.0993
O	11.9121	8.9867	19.6895
O	2.8215	5.7127	13.8419
O	9.2847	5.2677	13.7859
O	-2.7937	5.3515	21.6306
O	1.5866	2.7869	17.6225
O	4.461	5.6761	18.4125
O	11.141	13.6962	15.3399
O	11.3436	1.1244	13.2384
O	10.7091	2.221	19.4269
O	7.4857	-2.1646	12.7157
O	2.0194	5.982	22.4709
O	7.2745	0.2996	13.5519
O	10.6237	4.49	21.8058
O	7.3979	6.7365	14.5459
O	5.4942	8.5609	14.4321
O	12.1364	-1.4442	17.055
O	10.8192	7.3533	18.0109
O	-4.5889	2.3643	14.9388
O	2.2804	3.9844	24.1555
O	8.9459	13.1576	14.0726
O	-1.4917	-4.8935	16.3586
O	8.0679	0.0152	11.0741
O	8.7263	6.0802	19.0063
O	5.0085	15.6765	15.1277
O	16.7801	10.1182	16.5735
O	3.7985	4.2659	21.8601
O	10.8287	4.6875	18.3055
O	6.7313	9.7572	20.1882
O	11.418	6.1568	12.5531
O	15.5782	8.2182	19.398
O	2.4617	4.8167	11.3822
O	2.484	-3.541	18.1461
O	4.7404	7.7057	16.7941
O	4.0669	14.4285	13.0697
O	2.5915	7.3787	11.6121
O	1.8318	3.8448	20.0048
O	-1.034	0.8913	21.6767
O	12.9207	0.8603	15.8965

Results
free energy: -137504.935 eV
free energy less fixed offsets of O -568.88, Si -635.61 eV per atom: 3.765 eV

Forces (eV/angstrom), in the order of the atoms: element, x, y, z
Si	-0.0008	0.0012	0.0002
Si	0.0032	-0.0069	-0.0058
Si	-0.0018	-0.0037	0.0024
Si	-0.0035	0.0005	-0.014
Si	-0.0145	0.0007	-0.0152
Si	0.004	0.0111	0.0097
Si	0.0001	0.0036	-0.0109
Si	0.0017	0.0031	-0.0005
Si	0.0026	-0.0017	-0.0041
Si	0.0013	0.0006	0.0012
Si	-0.0015	0.002	-0.0042
Si	0.0053	-0.0042	0.0027
Si	0.0083	-0.0005	0.0049
Si	-0.0026	-0.0063	-0.0069
Si	-0.001	0.0027	0.0045
Si	-0.001	0.0005	-0.0055
Si	-0.0006	-0.0012	-0.0046
Si	0.0002	-0.0021	0.003
Si	-0.0024	-0.0002	0.0006
Si	0.0002	-0.001	0.0013
Si	0.0011	-0.0024	-0.0006
Si	-0.0037	0.0039	0.0012
Si	-0.0031	0.0015	0.0042
Si	0.0012	-0.0008	0.0007
Si	0.2428	0.1241	-0.0319
Si	-0.0387	0.7208	-0.0532
Si	-0.2746	0.1626	-0.3513
Si	-0.0497	-0.4152	-0.0084
Si	-0.5439	-0.3335	0.1694
Si	-0.1537	-0.2292	0.2108
Si	0.5324	0.4399	0.2638
Si	-0.0454	0.3675	-0.0621
Si	0.0731	-0.0109	-0.0805
Si	-0.1112	-0.1243	0.0316
Si	0.1805	0.0621	-0.0652
Si	0.1302	0.0671	0.0725
Si	-0.1083	-0.1209	0.0384
Si	-0.1206	-0.1353	-0.0338
Si	0.0513	0.044	0.0604
Si	0.2111	0.1351	-0.0556
Si	-0.0295	-0.0099	-0.0414
Si	0.0051	0.0099	-0.0457
Si	-0.0827	0.0452	0.0172
Si	-0.0255	-0.0059	0.0195
Si	-0.0867	0.0946	-0.0377
Si	0.0199	0.0263	-0.0369
Si	0.0532	-0.0518	0.0052
Si	-0.0667	0.0217	0.0093
Si	0.0305	-0.0385	-0.0015
Si	-0.0055	0.0229	-0.002
Si	0.023	-0.0571	0.0344
Si	0.0223	-0.0227	0.0181
Si	0.0435	0.0022	0.0011
Si	0.0804	-0.0552	0.0084
Si	0.0328	-0.0223	0.0336
Si	-0.0406	0.0369	0.0454
Si	-0.1158	-0.0721	0.0104
Si	-0.0593	-0.0577	-0.0215
Si	0.0222	0.0503	0.0176
Si	0.0288	0.0266	-0.0245
Si	-0.1181	-0.0341	0.0066
Si	-0.1001	0.0503	0.0155
Si	-0.0899	0.0407	0.054
Si	0.136	0.0561	0.0121
Si	-0.0965	-0.2028	0.025
Si	-0.1816	-0.0218	0.2025
Si	0.1339	-0.1295	0.2433
Si	0.2005	0.1675	-0.7315
Si	0.1555	-0.0738	0.2285
Si	-0.0316	-0.0886	0.1202
Si	0.1536	-0.3413	0.0732
Si	-0.0259	-0.0721	-0.2411
Si	-0.0068	-0.0139	-0.0121
Si	0.009	-0.0113	-0.005
Si	0.0103	0.0075	-0.0109
Si	0.0034	0.0037	0.0075
Si	0.0049	-0.0023	-0.0068
Si	0.0098	-0.005	0.0073
Si	-0.006	0.0003	-0.0037
Si	0.0106	-0.0022	-0.0101
Si	0.0398	0.0064	0.003
Si	-0.0243	-0.0147	-0.0029
Si	-0.0103	0.0069	-0.0032
Si	-0.0299	-0.016	0.0126
Si	-0.0235	-0.0018	-0.0037
Si	-0.0146	-0.0051	-0.0207
Si	-0.0007	0.0236	-0.0075
Si	-0.0163	-0.0151	0.0111
Si	0.0977	-0.1158	-0.0031
Si	0.0617	0.0078	0.0116
Si	0.0039	-0.0131	0.0227
Si	0.0389	0.0203	-0.0006
Si	0.0292	0.0346	-0.0012
Si	0.0005	-0.0302	0.0369
Si	-0.0174	0.0137	0.0149
Si	-0.0475	0.0487	-0.0202
O	-0.0145	0.0072	-0.0074
O	-0.0009	0.0071	0.0077
O	-0.0807	0.0207	0.0721
O	-0.0125	-0.0029	-0.0053
O	0.0017	-0.0008	0.0002
O	0.0039	0.0018	0.0017
O	-0.0005	0.0046	-0.0027
O	0	-0.0021	-0.0032
O	-0.0058	0.0142	0.0629
O	0.009	0.001	-0.0174
O	-0.0021	-0.0121	-0.0091
O	-0.0114	-0.0167	0.0019
O	0	-0.0014	-0.0051
O	-0.0034	0.0704	-0.0123
O	0.0019	-0.0122	0.0023
O	-0.0868	-0.0136	0.0587
O	0.0018	0.001	-0.0007
O	0	-0.0008	0.0014
O	0.002	-0.0014	-0.0019
O	-0.0003	-0.002	-0.0047
O	0.0014	-0.0029	0.0028
O	0.0016	-0.0001	-0.0028
O	-0.002	-0.0009	0.0011
O	0.0009	0.0014	-0.0041
Si	0.0042	-0.0008	-0.0017
Si	0.0545	0.071	-0.0368
Si	0.0045	-0.0014	0.0024
Si	0.0008	-0.0001	0.002
Si	-0.0015	0.0053	-0.002
Si	0.0027	0.0027	-0.0013
Si	-0.0001	-0.0034	0.0036
Si	-0.0007	-0.0003	0.0039
Si	0.0022	-0.0004	0.0065
Si	-0.0045	0.0022	-0.0013
Si	0.001	0.0045	0.003
Si	-0.0279	-0.0239	-0.0139
Si	-0.2151	0.1647	-0.0282
Si	0.0089	0.0325	0.0042
Si	-0.0013	0.0004	0.005
Si	0.0004	-0.0012	0.0031
Si	-0.0006	-0.0003	0.0022
Si	0.0013	0.0087	-0.0013
Si	0.001	-0.0025	-0.001
Si	-0.0017	-0.0027	-0.0018
Si	0.0005	0	0.0036
Si	0.0162	-0.0003	-0.0042
Si	0.0031	-0.0001	-0.0042
Si	0.0001	-0.0097	-0.0038
Si	0.0051	0.0004	-0.0093
Si	-0.0006	-0.001	0.0034
Si	0.0028	0.0097	0.0039
Si	-0.0012	-0.0047	-0.0051
Si	-0.0003	0.0005	0.0056
Si	0.0066	-0.0515	0.0051
Si	-0.0013	-0.0011	0.0022
Si	0.0019	-0.0026	0.0015
Si	0.0033	0.0001	0.0035
Si	-0.0006	0.0007	0.0061
Si	0.0016	-0.0008	0.0026
Si	0.0013	-0.0018	0.0069
Si	0.0023	0.0016	0.0034
Si	0.0014	0.0009	0.0032
O	0.0007	-0.0012	-0.0038
O	-0.0003	-0.0014	-0.0011
O	0.0008	0.0011	-0.0023
O	-0.001	0.0008	-0.0021
O	-0.0004	-0.0028	-0.0021
O	-0.0403	-0.0137	-0.0133
O	-0.0099	0.0486	-0.0144
O	-0.0018	0.0001	-0.0009
O	-0.007	-0.0235	0.0085
O	0.0006	-0.0012	-0.003
O	-0.0072	-0.0119	0.0036
O	-0.0009	0.0041	-0.0021
O	0.0275	-0.003	-0.0038
O	-0.0111	-0.0009	0.0279
O	-0.0061	-0.0005	-0.0029
O	0.0009	0	-0.0019
O	0.3547	-0.2647	0.0387
O	0.0028	-0.0006	-0.0011
O	0.0008	-0.0007	-0.0043
O	0.0012	-0.0029	-0.0031
O	-0.0094	0.0056	-0.0068
O	0.0015	-0.0039	-0.0014
O	-0.0096	0.0049	-0.0034
O	0.0013	0.0001	-0.0059
O	0.0033	-0.003	0.0024
O	-0.003	-0.0038	-0.0056
O	-0.0049	-0.0079	0.0015
O	0.0066	-0.0028	0.002
O	0.0016	-0.005	0.0009
O	0.0008	-0.0004	-0.002
O	0.0031	-0.0026	-0.0034
O	-0.0018	-0.0011	-0.0011
O	0.0092	-0.0041	-0.012
O	0	-0.0014	-0.0021
O	0.004	-0.0025	-0.0055
O	0.0018	-0.0061	-0.0013
O	0.0025	-0.0011	-0.0008
O	-0.0005	-0.0004	-0.0019
O	-0.0011	-0.0018	-0.0008
O	0.0048	0.0055	-0.0075
O	0.0004	0.0001	-0.0029
O	-0.0006	0.0002	-0.0014
O	0.001	0.001	-0.0031
O	-0.0021	-0.0025	0.0013
O	-0.0081	0.0023	0.001
O	-0.0014	0.0036	-0.0028
O	-0.0012	0.0036	-0.0028
O	-0.002	-0.0018	-0.0036
O	-0.0009	0.0021	-0.0025
O	-0.0043	0.0016	0.0001
O	-0.0012	0.001	-0.0087
O	-0.0712	0.0719	-0.1353
O	0.0006	0.0013	-0.0011
O	0.0083	-0.0051	0.0031
O	0.0079	0.0077	0.0015
O	-0.0001	0.0014	-0.0008
O	0.0005	-0.0016	-0.0023
O	-0.0008	0.0003	-0.0025
O	-0.0019	-0.0008	0.0022
O	-0.0008	-0.0001	-0.0026
O	0.0112	-0.0117	-0.0037
O	-0.0055	-0.001	0.0001
O	0.0039	-0.0104	0.0012
O	0.0084	-0.0052	0.002
O	0.006	0.0021	-0.0047
O	0.0003	-0.0012	-0.0036
O	-0.0032	-0.0008	-0.0057
O	-0.0007	0.0077	-0.0004

The program warned: the cutoff lies below the one the program advises for these potential files; the forces do not sum to zero within the program's tolerance; the exchange-correlation potential is rough where the density is thin.
